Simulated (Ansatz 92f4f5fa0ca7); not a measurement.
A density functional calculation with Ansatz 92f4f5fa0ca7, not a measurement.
Periodic cell of 372 atoms, Si256O116, from a study of silicon, its oxide and their interface. The atomic structure is a simulated model.
This geometry differs little from another in the collection (a relaxation step or a small displacement).

Settings: functional r2SCAN; potential files Ansatz PAW; basis plane waves; wave-function cutoff 800 eV; density cutoff ratio 5; exchange-correlation grid ratio 1; k mesh 1 x 1 x 1, Gamma-centred; self-consistency stop 1e-10 eV per atom in the density residual; occupations fixed; spin none; net charge 0.

Cell vectors (angstrom)
a	16.332	0	0
b	0	16.332	0
c	0	0	24.8741

Atoms and the computed forces on them: element, x, y, z (angstrom), force x, y, z (eV/angstrom)
Si	-0.7289	0.6258	-0.2784	0.0031	0.0009	-0.0064
Si	3.3618	6.7883	-1.6185	-0.0008	-0.0083	-0.0082
Si	-0.1805	5.5514	0.1488	-0.0047	-0.0043	-0.0062
Si	3.9786	9.458	1.2956	-0.0047	0.0004	-0.0019
Si	-1.678	8.9575	1.4713	0.0053	-0.0077	-0.0135
Si	1.9275	11.8404	-1.4126	-0.003	0.0047	-0.0053
Si	5.1778	1.2222	-3.0727	0.0071	0.0009	-0.0044
Si	6.7872	1.2981	1.3554	-0.0072	-0.0107	-0.0069
Si	7.403	8.3963	0.1976	0.0008	0.0023	-0.018
Si	9.3616	10.5649	-3.6273	0.001	-0.0053	-0.0095
Si	10.0684	12.313	-1.1684	0.0037	0.0022	-0.0149
Si	10.8313	10.4214	-0.1263	0.0136	-0.0124	-0.0085
Si	10.6195	0.3693	-0.0483	-0.0065	0.005	-0.0087
Si	13.5979	2.9081	0.4072	0.0031	-0.0017	-0.0107
Si	11.9259	5.4545	-0.242	0.002	0.0011	-0.0009
Si	12.7444	6.6024	-2.8838	0.0076	-0.0041	-0.007
Si	8.2715	13.4505	-0.2216	-0.0042	0.0042	0.0075
Si	12.1639	11.7914	1.3358	-0.0123	0.0043	-0.0057
Si	0.0514	2.7938	2.8629	0.0011	0	0.0003
Si	1.0649	4.9958	-2.3574	0.0017	-0.0028	0.001
Si	1.3467	6.6758	1.5207	0.0049	0.0014	0.0022
Si	2.3597	8.1699	0.0388	0.0058	0.0013	0.0049
Si	-0.1131	13.7871	2.5377	-0.0019	-0.0031	-0.0026
Si	3.5259	14.5209	1.5073	0.0011	0.0096	0.0003
Si	8.2401	2.4973	-0.1302	0.0096	-0.006	0.0076
Si	9.427	4.1116	1.2434	0.001	0.0022	-0.0022
Si	6.5589	6.6958	1.5813	-0.0011	0.0016	0.0033
Si	10.9292	8.0783	2.5861	0.004	0.0017	0.0026
Si	6.8624	12.1302	1.232	-0.0029	0.0019	0.0037
Si	9.501	14.9549	1.1659	0.0057	-0.0044	-0.0007
Si	10.7507	2.8046	2.7492	0.0001	0.0013	0.0011
Si	14.9872	4.2236	1.6748	-0.0032	0.0002	0.0023
Si	12.7614	7.1196	1.3481	0.0024	-0.0041	-0.0037
Si	15.6577	7.1476	-1.6439	-0.0067	0.0043	-0.013
Si	12.9394	13.0417	-0.4268	0.0008	-0.0025	-0.0097
Si	13.4957	16.3664	2.7119	-0.0009	0.0016	-0.0002
Si	1.5889	1.706	1.4523	0.0028	0.0005	-0.0128
Si	2.6518	0.0048	2.737	-0.0024	-0.0019	-0.0005
Si	-0.0323	8.0258	2.8636	-0.0018	0.002	-0.0007
Si	2.6885	5.3722	2.9073	-0.0005	-0.0005	0.0019
Si	1.7712	12.8338	1.477	-0.0049	-0.0024	-0.0036
Si	2.7008	10.9503	2.648	-0.0002	-0.0002	-0.001
Si	5.4318	2.6319	2.7655	-0.0024	-0.0014	0.0026
Si	8.1925	-0.0563	2.6793	-0.0044	-0.0037	0.0024
Si	5.2401	8.1466	2.8319	-0.0024	0.0022	-0.0015
Si	8.1469	5.4301	2.7215	-0.0009	-0.0032	0.0007
Si	5.4138	13.5215	2.5792	0.0032	0.0059	-0.0047
Si	8.199	10.8319	2.6678	0.0023	-0.0033	-0.0014
Si	12.1086	1.4482	1.4387	0.0029	-0.0001	-0.0024
Si	14.7397	-1.1335	1.1069	-0.0001	-0.0007	0.0016
Si	9.3596	9.2842	1.2616	0.0005	-0.0005	0.0044
Si	13.6012	5.5776	2.9218	-0.0004	0.001	0.0007
Si	10.8645	13.4815	2.5302	0.0013	0.0027	0.0012
Si	13.6445	10.7041	2.7249	0.0062	0.0007	0.0004
Si	1.3443	4.0726	4.2992	-0.0015	-0.0003	0.0002
Si	4.0694	1.2739	4.1188	-0.0007	-0.0001	-0.0044
Si	1.3286	9.569	4.0381	0.0046	-0.0002	-0.0016
Si	4.0056	6.7831	4.2258	0.0004	-0.0028	-0.0004
Si	1.2234	15.0477	4.0806	0.0002	-0.0005	0.0025
Si	4.0995	12.2269	4.0687	-0.0041	0.0018	-0.0006
Si	6.8	4.0405	4.0736	-0.0011	-0.0002	-0.0016
Si	9.4865	1.337	4.0795	0.001	-0.001	-0.0005
Si	6.7602	9.5296	4.0388	0.0012	0.0028	-0.0018
Si	9.5779	6.7777	4.0141	-0.0004	0.0018	0.0005
Si	6.7657	14.9029	3.9842	-0.0004	-0.0009	-0.0008
Si	9.525	12.2139	4.0225	-0.0019	0.0008	0.0011
Si	12.1859	4.1259	4.1082	-0.0009	-0.0016	0.0006
Si	14.9427	1.362	4.0609	-0.0001	-0.0016	0.0007
Si	12.1888	9.4678	4.0796	0.0013	-0.0021	0.0018
Si	14.9759	6.7887	4.3275	-0.0027	0.0005	-0.0016
Si	12.1974	14.8825	3.98	-0.0017	0.0008	0.0004
Si	14.9978	12.2557	3.9311	0.0005	0.0032	0.0003
Si	-0.0701	0.0359	5.4904	-0.0008	-0.0009	-0.0009
Si	2.7391	2.645	5.5154	-0.0016	0.0016	0.0015
Si	-0.0234	5.414	5.6328	-0.0015	0.0006	0.0008
Si	2.6455	8.2038	5.4884	-0.0008	0.0044	0.0002
Si	-0.0022	10.9537	5.4073	-0.0036	-0.002	0.0003
Si	2.6834	13.6398	5.3863	-0.0035	0.0024	-0.0019
Si	5.4228	-0.0983	5.4278	-0.0009	0.0007	0.0003
Si	8.1241	2.6716	5.4529	-0.0013	-0.0011	0.0008
Si	5.4587	5.4204	5.4525	-0.002	-0.0004	0.0001
Si	8.194	8.1675	5.3486	-0.0057	-0.001	-0.0009
Si	5.4542	10.903	5.4542	-0.0009	-0.0011	0.0009
Si	8.1422	13.5671	5.38	0.0029	0.0027	0.0019
Si	10.8843	-0.053	5.3838	0.0017	-0.0002	0.0024
Si	13.5987	2.7312	5.4205	-0.0029	0.0002	0.0013
Si	10.8694	5.4829	5.466	0.0021	-0.0023	0.002
Si	13.5655	8.2102	5.5243	-0.0012	0.0035	0.0016
Si	10.8774	10.8846	5.4266	-0.0017	0.0024	-0.0022
Si	13.6231	13.578	5.35	-0.0009	0.0029	-0.0012
Si	1.3285	1.3277	6.8752	0.0014	0	-0.002
Si	4.1019	4.0528	6.7955	-0.0009	-0.0033	0
Si	1.3186	6.8419	6.8821	-0.0003	0.0018	0.0004
Si	4.0739	9.5613	6.795	-0.0037	0.0006	-0.0001
Si	1.3561	12.3025	6.8032	-0.0013	0.0012	0.0005
Si	4.0509	14.9401	6.8455	-0.0024	-0.0025	-0.001
Si	6.751	1.2832	6.7777	-0.0005	0.0033	-0.0019
Si	9.5128	4.0847	6.7423	-0.0034	0.0008	0.0019
Si	6.8554	6.8149	6.7381	0.0002	-0.0001	0.0005
Si	9.5087	9.5199	6.7863	0.0012	0.0009	0.0001
Si	6.8111	12.2552	6.8319	-0.0022	0.0022	-0.001
Si	9.5181	14.9269	6.7459	-0.0031	-0.0008	0.0002
Si	12.2716	1.3146	6.7512	-0.0008	-0.0018	0.0019
Si	14.9341	4.026	6.9033	0.0038	-0.0014	0.0014
Si	12.228	6.8312	6.8541	0.0014	-0.0007	-0.0006
Si	14.9546	9.6127	6.8082	-0.001	-0.0002	-0.0016
Si	12.272	12.2531	6.7494	0	-0.003	0.0014
Si	14.9397	14.9563	6.7995	-0.0012	0.0005	0.0007
Si	-0.0006	2.6835	8.2688	-0.0052	-0.0027	0.0004
Si	2.6714	-0.0404	8.2437	0.0008	-0.0001	-0.0006
Si	-0.0334	8.2402	8.1918	0.0003	-0.001	-0.0019
Si	2.7088	5.4087	8.1197	0.0011	-0.0024	-0.0011
Si	-0.0004	13.6636	8.2106	0	0.0009	0.0004
Si	2.7416	10.9543	8.1617	-0.0001	0.0013	0.0012
Si	5.4252	2.6758	8.1411	-0.001	0	-0.0009
Si	8.151	-0.059	8.1012	0.0004	-0.0007	-0.002
Si	5.4935	8.1973	8.0815	0.0005	-0.0013	0.0005
Si	8.1773	5.4352	8.1094	-0.0032	0.0003	0.0025
Si	5.4643	13.6168	8.2332	0.0003	0.0047	-0.0024
Si	8.1846	10.8886	8.1835	-0.0016	0	0.0021
Si	10.9221	2.7477	8.0371	0.0079	-0.0025	0.0021
Si	13.6155	-0.016	8.1942	0.0008	-0.0006	-0.001
Si	10.871	8.1925	8.2037	-0.0016	0.0003	0.0009
Si	13.5948	5.4681	8.1873	-0.005	0.0003	-0.0002
Si	10.9436	13.6218	8.1241	-0.0006	0.0037	0.0024
Si	13.6	10.9528	8.1852	-0.0009	-0.0005	-0.0006
Si	1.4149	4.0575	9.5786	0.0007	-0.0017	0.0014
Si	4.0182	1.3947	9.5292	0.0034	0.0026	0.0014
Si	1.36	9.619	9.5026	-0.001	0.0015	0.0025
Si	4.1058	6.8017	9.3314	-0.0045	0.0024	0.0022
Si	1.3363	14.9692	9.7057	-0.0025	-0.0014	-0.0018
Si	4.0874	12.274	9.6069	-0.0015	0.002	0.0034
Si	6.8404	4.0288	9.4242	-0.0004	-0.0015	-0.0016
Si	9.5257	1.3941	9.2954	-0.0132	-0.0051	0.0024
Si	6.7947	9.5421	9.5445	-0.0028	0.0028	-0.0016
Si	9.5153	6.7687	9.513	-0.0026	-0.0036	0.0027
Si	6.8871	14.957	9.606	-0.0072	-0.0019	-0.0049
Si	9.6528	12.2187	9.4884	0.0026	-0.0028	-0.0013
Si	12.2245	4.092	9.4777	0.0008	0.0025	-0.0029
Si	14.9669	1.3171	9.6273	0.0002	0.0019	0.0037
Si	12.2713	9.5622	9.5525	-0.0013	0.0017	-0.0011
Si	14.9782	6.8238	9.5374	-0.0004	0.0014	0.0014
Si	12.2421	14.9947	9.5737	0.0002	0.0014	-0.0007
Si	14.9149	12.3539	9.5516	-0.0012	0.0007	0.0016
Si	-0.0355	0.0108	11.1201	-0.0018	-0.001	0
Si	2.7231	2.7006	11.0562	-0.0026	-0.0017	0.003
Si	0.0745	5.4796	10.8598	-0.0014	-0.0014	-0.0006
Si	2.8166	8.1882	10.6822	0.0015	0.0026	-0.0001
Si	-0.0347	11.0001	10.8481	0.0016	-0.0003	0.003
Si	2.7488	13.5917	11.065	-0.0025	0.0043	0.0043
Si	5.4434	0.0958	10.814	0.0005	-0.0035	0.0066
Si	8.2527	2.6755	10.7455	-0.0047	0.0001	0.0085
Si	5.3971	5.3916	10.6344	0.0026	-0.0056	-0.0041
Si	8.1588	8.1309	10.8493	-0.0076	0.0032	-0.0024
Si	5.4643	10.923	10.9684	0.0038	-0.0077	0.0027
Si	8.4034	13.5576	10.9108	-0.0152	0.0264	0.0096
Si	10.8543	0.1828	10.7161	0.0154	-0.002	0.0145
Si	13.6075	2.8077	10.857	-0.0053	0.0011	-0.0016
Si	10.8498	5.3788	10.8831	0.0016	-0.0014	-0.0002
Si	13.6041	8.1632	10.8921	-0.0036	-0.0007	0.0011
Si	10.9527	10.9091	10.9748	0.0118	0.0014	0.0038
Si	13.6057	13.6854	11.0389	0.003	-0.0014	0.0004
Si	1.3275	1.3734	12.5347	0.0006	0.0045	-0.0017
Si	4.2339	4.1237	12.222	0.0036	-0.0111	0.0003
Si	1.5248	6.8653	12.0884	-0.0049	-0.0036	0.0052
Si	4.053	9.4612	12.2208	-0.0005	0.0049	-0.0059
Si	1.254	12.2483	12.3943	0.0011	0.0016	-0.0007
Si	4.2027	15.0837	12.2701	-0.0012	-0.0019	-0.0035
Si	6.8285	1.4677	12.1408	0.0086	0.0012	-0.0065
Si	9.4886	3.9872	12.2466	0.006	-0.0024	0.0011
Si	6.6989	6.6888	12.0042	0.0003	0.0055	0.004
Si	9.5821	9.4375	12.2069	0.0004	0.0006	-0.0007
Si	5.7413	13.5365	15.3262	0.0005	0.0037	0.0052
Si	9.5681	15.2596	12.169	-0.0164	-0.038	-0.0079
Si	12.1073	1.5626	12.1446	0.0137	-0.0052	0.001
Si	15.0284	4.1302	12.1885	0.0009	-0.0008	0.0035
Si	12.2167	6.7546	12.1912	-0.0019	0.0046	0.0055
Si	15.0537	9.5199	12.1678	-0.0055	-0.0003	0.0083
Si	12.3725	12.2097	12.4203	-0.0161	0.0011	-0.0041
Si	16.3246	13.6642	13.929	-0.0048	-0.0009	-0.0033
Si	-0.1723	2.8248	13.8109	0.0009	-0.0004	0.001
Si	5.3696	-0.3816	16.9697	0.0009	0.0006	0.0042
Si	0.4102	8.4516	13.3712	0.0062	-0.0019	-0.0032
Si	7.396	8.6083	17.0786	0.0029	-0.0065	0.0175
Si	-0.3123	10.1131	17.4264	0.0034	0.0054	0.007
Si	2.1625	10.283	13.4418	0.0024	0.0013	0.0098
Si	6.0383	3.2208	13.4868	-0.0044	-0.0004	0.0041
Si	9.4763	0.6454	15.0895	-0.0025	0.0018	0.016
Si	5.2915	7.8601	13.4785	-0.0035	-0.0013	0.0043
Si	8.8311	6.7952	14.6179	0.0072	0.005	0.0019
Si	7.0137	12.2069	12.2723	-0.0057	-0.0029	0.0024
Si	8.126	10.5397	13.6618	0.0041	0.0049	-0.0067
Si	12.5822	3.9727	14.9796	0.0049	-0.0036	-0.0031
Si	13.2109	0.1596	13.6021	-0.002	0.0026	-0.0007
Si	7.7533	5.0852	13.3316	0.0001	-0.0053	0.0037
Si	13.7014	5.5322	13.4917	-0.0074	0.0026	0.009
Si	11.5539	13.2145	14.4128	-0.0269	0.0161	-0.0522
Si	15.0636	12.0682	15.2226	0.0036	-0.0133	0.0018
Si	0.841	4.4866	15.2265	-0.0008	0.0007	0.0093
Si	6.1777	-2.1252	13.2341	-0.0052	-0.0035	-0.011
Si	2.7464	9.7491	17.952	-0.0002	-0.0006	0
Si	3.0784	5.7312	13.4659	-0.0024	0.0027	0.0012
Si	1.8408	14.6727	15.2224	0.0053	0.0002	0.0178
Si	3.3237	11.8399	15.8507	0.0003	-0.0021	0.0028
Si	5.0073	2.0884	15.2893	-0.0033	0.0035	0.0003
Si	7.8025	-0.2101	13.4387	0.0052	0.0059	0.0126
Si	4.5802	7.3278	17.8697	-0.0065	-0.002	-0.004
Si	10.7802	7.9455	13.5966	0.005	0.0011	0.0055
Si	2.9079	16.3772	13.811	-0.001	0.0023	0.0053
Si	10.364	11.5709	15.6306	0.0062	-0.0492	0.0164
Si	10.7475	2.6921	13.8081	-0.0018	0.003	-0.0064
Si	14.1406	2.0222	14.9322	-0.0062	0	0.0119
Si	12.3037	9.296	14.9095	-0.0038	0.0034	0.0079
Si	13.9476	8.0766	16.1707	-0.0062	-0.0059	0.006
Si	12.9061	13.9214	16.1496	-0.0092	0.0468	0.0403
Si	14.8723	15.0512	12.5401	-0.0019	0.0007	-0.0001
Si	20.1713	3.8521	26.4296	-0.0037	-0.0051	-0.0072
Si	-1.6734	-1.3705	19.5367	-0.0011	0.0042	0.0025
Si	0.397	41.8297	24.0178	-0.0023	-0.0002	-0.006
Si	23.2319	3.5086	22.9703	-0.0173	0.0034	0.0002
Si	18.7708	0.1782	17.6572	0.0053	0.0039	0.0018
Si	5.8674	10.2761	24.985	-0.0017	0.0015	0.0015
Si	24.1032	-8.4086	21.9997	-0.0007	-0.0003	-0.0097
Si	-2.5949	27.0824	13.6665	-0.0013	0.0062	0.0025
Si	-5.9277	-2.9844	17.9318	-0.0007	0.0075	-0.0022
Si	11.9398	-2.5303	20.4519	0.0006	-0.0027	-0.0032
Si	-20.375	21.781	16.9832	0.0008	-0.0013	0.0107
Si	23.8434	-2.4002	17.607	-0.0007	-0.0001	0.0003
Si	9.1709	6.2576	16.8791	-0.0003	-0.0049	0.0072
Si	2.6189	-0.0702	20.6139	-0.0056	-0.005	-0.0042
Si	-1.0023	6.963	14.6445	-0.006	-0.0107	-0.0047
Si	11.7231	17.965	19.4674	0.0009	-0.001	-0.0049
Si	7.4496	-28.636	18.4308	-0.0024	-0.0012	0.0001
Si	-28.3636	10.8262	20.2406	-0.0039	-0.0025	-0.0026
Si	-7.4346	1.2744	18.2669	0.0034	-0.0004	-0.0025
Si	7.1915	8.5979	14.7374	0.0022	0.005	0.0056
Si	6.9026	13.835	22.7198	-0.0141	0.0052	-0.0127
Si	-9.1329	11.1199	18.9548	-0.0029	0.0051	0.0032
Si	5.0083	-16.7725	24.2242	0.0119	-0.0042	-0.0081
Si	10.7396	16.1707	21.866	0.0119	0.003	-0.0133
Si	15.9489	-4.0409	19.6696	0.0019	-0.0001	-0.0008
Si	23.6934	5.1362	21.3055	0.0001	0.0097	-0.0094
Si	1.7746	-13.2536	17.8421	0.0009	-0.0028	0.0043
Si	4.4422	-12.0312	17.5109	0.0011	-0.0016	0.0024
Si	24.2121	-16.613	20.8873	0.0034	-0.0009	-0.0071
Si	13.7784	16.6681	17.3699	0.0034	-0.0152	0.0059
Si	5.0087	-5.0748	23.0438	-0.0041	-0.0058	-0.0099
Si	5.1673	-9.1705	20.9204	0.0006	0.0013	-0.0014
Si	-3.0267	20.6408	19.7905	0.0013	0.0029	0.0009
Si	13.8973	11.7704	21.8701	0.003	-0.0039	-0.0066
Si	5.2561	-11.1103	25.1396	-0.0004	0.0008	-0.0157
Si	2.3774	-3.1779	20.7416	-0.0003	0.0012	-0.0031
Si	28.3295	9.4775	21.9507	0.0033	0.0006	-0.0065
Si	11.0169	15.4358	14.0546	0.0612	-0.0263	0.0359
Si	32.5185	3.1164	20.3538	0.0006	-0.0024	0.001
Si	-0.1418	0.3152	21.6204	-0.0307	-0.0068	-0.0065
O	7.4976	10.0824	-7.1276	0.0049	-0.003	-0.0098
O	-15.3059	-22.1798	-1.6337	0.0038	-0.0071	0.018
O	2.7372	2.7677	0.9242	0.0016	-0.0019	0.0107
O	5.8657	16.4928	0.5749	0.0038	-0.0029	-0.0143
O	1.3476	12.5382	-0.0849	0.0037	-0.0077	-0.0011
O	-1.4701	-7.355	-7.6418	-0.0036	-0.006	-0.0025
O	4.165	-9.5283	-10.7658	0.0019	0.0002	-0.0085
O	-5.6136	5.8537	-7.6394	-0.0059	0.0057	-0.0073
O	4.8912	12.1625	-9.3176	-0.0003	0.001	-0.0025
O	-10.1279	20.5891	-0.6287	-0.0043	0.0064	-0.0131
O	1.4763	0.3425	-3.2014	-0.0129	0	-0.0039
O	-0.7627	15.4044	-4.0869	0.0045	0.0017	0.0006
O	8.7481	-23.4698	-3.0003	-0.0006	0.0023	0.0034
O	1.905	0.0878	-5.7051	0.003	-0.0003	-0.0009
O	17.5069	-3.5846	-5.1491	-0.0002	-0.0026	-0.001
O	-16.0827	6.355	-2.7481	-0.0004	0.0052	0.0114
O	0.8318	20.2185	-3.4842	-0.0001	0.0042	0.0032
O	-0.6572	1.7234	-3.8688	0.0014	0.0029	-0.0038
O	11.2972	16.3701	-1.5031	-0.0013	0.0008	0.0063
O	20.5931	5.8873	-7.6888	0.0046	0.0052	0.0014
O	1.761	12.8036	-2.6834	0.003	-0.0041	0.0064
O	7.5327	-1.8509	-3.5578	0.0002	-0.0029	0.0039
O	11.745	22.3711	-1.7427	0.0013	-0.0024	0.0065
O	12.1003	7.9611	-3.4668	0.0015	-0.0007	0.0052
O	7.1552	12.6896	-6.3086	-0.0018	-0.0017	-0.0006
O	-1.7474	1.901	-0.4395	-0.0048	0.0039	0.0046
O	8.2139	5.033	-7.4675	0.0031	0.0037	-0.0011
O	-13.811	29.5512	-9.2763	-0.0044	0.0047	0.0005
O	4.6377	22.6368	-0.7626	0.0074	-0.0129	0.0078
O	17.3736	-12.348	-8.1314	-0.0026	0.0052	-0.0072
O	17.0894	1.1285	0.1687	-0.0011	0.0039	0.0066
O	25.4717	16.4716	-3.0436	0.0007	-0.0011	0.0045
O	22.1525	5.6881	-3.7333	0.002	-0.0022	-0.0007
O	-0.6211	-5.3337	18.7393	-0.0017	-0.0004	-0.0049
O	8.3194	-9.8719	21.5197	-0.0003	0.0028	0.0021
O	-23.483	0.7318	16.7309	0.0002	-0.0008	-0.0055
O	6.0081	-3.8694	22.4881	0.0054	-0.0009	0.0042
O	2.9146	-1.6536	20.7568	-0.0016	0.0031	-0.0016
O	6.412	24.5322	21.1388	0	-0.006	0.0059
O	20.096	15.0624	24.8298	0.0174	0.0053	-0.0029
O	-1.0071	11.9583	21.1348	-0.0031	0.0006	0.0026
O	-18.5325	39.7343	22.688	0.0109	0.0017	0.0005
O	19.0947	43.3215	14.9166	-0.0022	-0.0014	-0.0141
O	7.8324	2.4845	18.1372	-0.0002	0.0045	0.0033
O	4.8844	31.1182	15.9538	0.0073	-0.0061	-0.0144
O	-4.59	-18.6959	17.2884	0.0306	-0.0113	-0.045
O	17.0892	19.171	19.0561	-0.0026	0.0022	0.006
O	1.1698	-6.8481	17.6622	0.0001	0.0042	-0.0003
O	12.9345	4.7449	18.2856	-0.0014	0.0029	-0.0015
O	-4.8657	-3.0811	23.6901	-0.0068	-0.0122	0.0085
O	3.7839	1.1898	14.654	-0.002	-0.0048	-0.0009
O	4.5809	17.0851	23.238	0.016	-0.0236	0.0062
O	8.6816	24.012	17.5678	-0.0054	-0.0055	-0.0194
O	13.0659	14.808	19.8394	-0.0042	-0.0043	0.0014
O	19.4795	3.7925	18.3576	0.0008	0.0019	-0.0023
O	22.898	-1.0738	17.843	-0.0034	-0.0009	-0.0006
O	28.7767	2.9625	20.0263	-0.0006	0.0069	-0.004
O	12.7981	4.0719	24.4168	0.001	0.0017	0.0068
O	4.4812	23.5455	19.4728	0.0041	0.0013	-0.0001
O	10.016	-4.3492	17.1673	0.0031	-0.0051	-0.0111
O	11.5337	33.4065	20.797	-0.0051	-0.0089	0.0054
O	16.0334	11.064	16.0965	-0.0086	0.0113	0.002
O	9.0858	14.2945	17.7903	0.0025	-0.0022	0.0019
O	19.8769	8.4665	17.3478	-0.0003	0	-0.001
O	6.0914	-8.5524	17.5636	0.0005	0.0074	-0.0064
O	-0.6474	-16.305	23.1097	-0.0012	0.0028	0.0052
O	8.3675	0.1645	19.3721	-0.0009	0.0005	0.0057
O	3.1811	9.8877	19.5192	-0.0009	-0.0019	-0.0024
O	-5.8766	5.059	25.2154	-0.0038	-0.0015	0.0018
O	-1.9096	1.5264	16.4891	0.0036	-0.002	-0.0068
O	9.4158	11.8496	22.2494	-0.002	0.0084	0.0067
O	19.5127	-5.1356	17.3277	0.0013	-0.0028	-0.0027
O	8.4126	-5.3769	20.0126	0.0037	0.0017	0.0019
O	7.8627	4.4037	19.9479	-0.0011	-0.0003	0.0071
O	10.2638	1.9325	18.8377	0.006	-0.0025	0.0029
O	22.1754	17.3167	16.2048	-0.0007	0.0025	-0.0032
O	13.1352	6.8438	16.8866	0.0107	0.0044	-0.0124
O	-2.8899	10.2146	21.8305	-0.0013	0.0029	0.0057
O	-10.4801	-34.0809	23.2824	-0.0139	0.0103	0.0267
O	-1.4477	-12.3421	19.9606	-0.0067	0.0021	0.0021
O	13.4472	-0.8701	16.3162	0.0072	0.0241	0.0261
O	-8.8282	-8.5883	23.5759	0.0009	0.003	0.0114
O	-5.0216	26.5938	15.8104	-0.0189	0.0358	-0.0146
O	-2.3671	12.3251	23.3911	-0.0042	0.0046	0.0073
O	22.1736	4.1467	18.3004	0.001	-0.0002	-0.0001
O	20.8155	3.33	16.2067	-0.0002	0.0009	-0.0039
O	23.5075	-2.8936	16.0997	0.001	-0.003	-0.0041
O	29.0714	12.5941	21.1196	0.0007	0.0054	-0.0025
O	2.6059	5.4371	22.7199	-0.0057	0.0054	0.0093
O	27.8995	-6.8139	23.5377	-0.0088	0.0159	0.0109
O	4.0451	-0.0308	17.8122	0.0034	0.0037	-0.0069
O	27.1843	13.127	19.4537	0.0055	0.0027	0.0029
O	18.0483	15.4345	16.6812	0.0006	-0.002	-0.0121
O	12.5441	0.9169	18.2539	0.0036	-0.0045	-0.001
O	-17.7948	16.0913	18.4051	-0.011	0.0022	-0.0084
O	4.6035	-5.9856	21.7566	0.0026	0.0024	0.003
O	3.5438	-4.6364	23.6595	0.0009	0.0003	0.0032
O	-10.6247	-5.5558	19.4626	0.002	0.0004	0.0003
O	2.1115	1.6634	17.1258	0.0016	-0.0026	0.001
O	3.9796	7.5176	21.9526	-0.0012	-0.0075	0.0071
O	3.9406	-15.4502	20.781	0.0056	0.0015	0.01
O	6.5141	0.5073	21.2254	-0.0012	0.0047	0.0061
O	20.0289	-4.0105	20.3367	0.0041	-0.0016	0.0016
O	16.8384	-11.8669	23.9483	-0.0021	0.0089	-0.0012
O	-3.3981	5.488	20.839	-0.0001	-0.006	-0.0029
O	5.7116	2.7368	22.0876	0.005	-0.0101	0.0112
O	-1.1805	-2.8056	19.0115	-0.0029	-0.0017	0.0026
O	-0.123	22.1155	15.3841	0.0029	0.0025	-0.0018
O	13.6739	14.4084	24.9631	0.0018	-0.0015	0.0034
O	11.0067	14.641	21.4515	0.0023	0.0005	0.0012
O	-0.8397	9.5884	25.0443	-0.0036	0.002	0.004
O	9.4423	17.7568	24.4184	-0.002	0.0008	-0.0014
O	8.9734	-21.4236	14.8854	0.0138	0.0122	0.0026
O	-2.1762	12.885	16.346	-0.0265	0.0045	-0.0301
O	18.627	-11.3523	14.6878	-0.0005	0.006	-0.0071
O	10.9185	-6.126	20.973	-0.0075	0.0028	0.0034

Results
free energy: -229896.108 eV
free energy less fixed offsets of O -570.45, Si -639.56 eV per atom: 3.452 eV

The program warned: the cutoff lies below the one the program advises for these potential files; the forces do not sum to zero within the program's tolerance; empty levels may hold ghost states of the PAW files; the exchange-correlation potential is rough where the density is thin.
